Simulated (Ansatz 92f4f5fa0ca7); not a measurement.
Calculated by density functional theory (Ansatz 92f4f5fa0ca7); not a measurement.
Periodic cell of 223 atoms, Si132O90P1, from a study of silicon, its oxide and their interface. The atomic structure is a simulated model.
Doubt: the cutoff is far below the 930 eV that the study's wrapper takes by default for these files, so forces and energies are approximate.
This geometry differs little from another in the collection (a relaxation step or a small displacement).

Settings: functional PBE; potential files Ansatz PAW; basis plane waves; wave-function cutoff 580 eV; density cutoff ratio 5; exchange-correlation grid ratio 1; k mesh 1 x 1 x 1, Gamma-centred; self-consistency stop 5e-08 eV per atom in the density residual; occupations fixed; spin none; net charge +1 e, with a uniform compensating background and no finite-size correction.

Cell vectors (angstrom)
a  10.938  0  0
b  0  10.938  0
c  0  0  32.1988

Atoms: element, x, y, z (angstrom)
Si  10.5806  0.2245  24.8629
Si  5.7355  10.6823  24.7403
Si  2.4768  2.9176  24.6339
Si  8.4219  2.4661  24.8222
Si  0.2727  5.17  24.7511
Si  5.1503  5.7504  24.6843
Si  2.9303  8.0103  24.5931
Si  7.9381  8.4397  24.7282
Si  1.326  1.3842  26.0303
Si  6.8461  1.3086  26.1233
Si  4.0408  4.1068  25.9865
Si  9.6067  4.06  26.0821
Si  1.3969  6.8283  26
Si  6.7652  6.8546  26.0205
Si  4.1006  9.535  25.9964
Si  9.4577  9.5733  26.152
Si  2.7245  -0.0059  27.3386
Si  8.1565  -0.0191  27.5664
Si  0.0084  2.7164  27.4843
Si  5.4383  2.7447  27.3609
Si  2.7262  5.4665  27.4298
Si  8.1829  5.4726  27.347
Si  -0.0094  8.1834  27.3686
Si  5.4384  8.1995  27.4464
Si  4.0772  1.3658  28.7398
Si  9.5787  1.3572  28.8475
Si  1.3639  4.1053  28.8124
Si  6.827  4.104  28.737
Si  4.0974  6.8186  28.8049
Si  9.5525  6.8249  28.7447
Si  1.3636  9.5667  28.7324
Si  6.7819  9.5427  28.863
Si  0.0238  -0.0242  30.1641
Si  5.4192  0.0131  30.1645
Si  2.7373  2.7253  30.1527
Si  8.1903  2.7542  30.143
Si  -0.0255  5.4705  30.1406
Si  5.4827  5.4554  30.1526
Si  2.7195  8.2112  30.128
Si  8.2037  8.1739  30.164
Si  1.3818  1.3543  31.5356
Si  6.8215  1.3816  31.4953
Si  4.1118  4.0906  31.5179
Si  9.561  4.1063  31.5245
Si  1.3535  6.8431  31.4836
Si  6.8469  6.8108  31.5435
Si  4.07  9.5683  31.5294
Si  9.5783  9.5522  31.5185
Si  2.7377  -0.0053  0.7328
Si  8.1934  0.009  0.6508
Si  -0.0008  2.7336  0.6843
Si  5.481  2.7308  0.6964
Si  2.7326  5.49  0.6505
Si  8.2143  5.4519  0.7313
Si  0.0108  8.1853  0.685
Si  5.463  8.2019  0.6828
Si  4.1369  1.3693  2.0806
Si  9.5548  1.3563  2.0381
Si  1.3785  4.1279  2.0204
Si  6.8388  4.077  2.0905
Si  4.1032  6.8274  2.0522
Si  9.5962  6.8375  2.0731
Si  1.3731  9.5296  2.0707
Si  6.8254  9.6002  2.0317
Si  -0.0144  -0.0191  3.3818
Si  5.4995  -0.0019  3.4846
Si  2.7776  2.7937  3.374
Si  8.2065  2.6923  3.4641
Si  0.0347  5.4699  3.4362
Si  5.4711  5.4644  3.4268
Si  2.7737  8.2007  3.4546
Si  8.1907  8.2344  3.376
Si  1.3975  1.3843  4.6234
Si  6.848  1.3486  4.9287
Si  4.1614  4.0726  4.8303
Si  9.5729  4.0945  4.7693
Si  1.4349  6.8107  4.8151
Si  6.8311  6.8872  4.7359
Si  4.1205  9.5927  4.858
Si  9.5602  9.5477  4.784
Si  2.729  0.1209  6.0844
P  8.2128  -0.08  6.2408
Si  0.0155  2.6533  6.0168
Si  5.4667  2.7137  6.3544
Si  2.8143  5.4612  6.2131
Si  8.1731  5.4843  6.0657
Si  0.024  8.1641  6.1394
Si  5.5168  8.2259  6.2202
Si  3.7881  1.5775  7.6533
Si  9.8314  1.1256  7.4246
Si  1.5844  3.7899  7.3328
Si  6.6523  4.4267  7.5065
Si  4.4096  6.6421  7.5731
Si  9.3823  6.9605  7.4175
Si  1.1271  9.8879  7.2872
Si  7.128  9.2095  7.6765
O  8.3708  8.187  7.8012
O  2.6661  2.7417  8.004
O  9.5175  1.3517  24.268
O  4.0458  6.866  24.1268
O  -0.051  -0.0383  7.9026
O  5.5388  5.5299  8.0591
O  6.8463  9.5726  24.2001
O  1.3674  4.0632  24.1678
O  3.8806  7.4418  8.9298
O  0.6624  4.3818  8.5377
O  9.8052  6.2853  8.8577
O  2.0465  9.3723  8.5306
O  7.5393  3.943  8.8094
O  4.2092  0.9103  9.1065
O  6.789  9.5824  9.2147
O  9.1001  1.7777  8.7189
O  7.701  3.1519  23.5236
O  10.4934  5.8482  23.4493
O  5.0879  0.4423  23.41
O  5.8584  5.0919  23.3591
O  3.1016  2.2082  23.2757
O  2.2935  8.7245  23.232
O  8.6234  7.7612  23.3961
O  0.2217  10.3242  23.5985
Si  4.3879  1.5715  22.4664
Si  3.5006  7.9267  14.0358
Si  7.1219  0.9626  14.6613
Si  0.9407  9.3569  22.521
Si  1.1872  4.305  11.8902
Si  6.2731  8.9667  15.3252
Si  0.7029  1.3622  12.3022
Si  8.6274  4.9523  20.5089
Si  0.304  5.7198  9.3733
Si  5.1052  3.119  17.9473
Si  0.8847  3.7382  16.7424
Si  10.4036  2.8469  19.2262
Si  5.2447  1.189  10.3701
Si  0.8879  0.178  19.849
Si  6.6663  9.4669  10.8762
Si  9.3416  9.6754  18.3303
Si  9.4027  9.2525  12.5834
Si  6.5684  3.8461  22.5822
Si  2.4345  8.0595  9.3977
Si  10.593  7.3649  17.0751
Si  2.5154  6.286  16.5737
Si  10.1792  4.4876  14.185
Si  6.1419  9.1838  18.5199
Si  7.9308  2.5559  9.5697
Si  8.9004  2.1226  12.4457
Si  5.3431  6.2431  18.0638
Si  3.9251  0.5538  19.4692
Si  4.2709  3.8563  12.0652
Si  5.553  6.6095  12.1323
Si  8.0151  2.5037  17.2195
Si  4.362  2.4856  14.9678
Si  1.5532  1.2061  15.2638
Si  1.5787  9.4119  12.0606
Si  8.0609  6.8579  13.8697
Si  10.3853  9.8376  15.4963
Si  9.8077  7.0163  22.5489
Si  8.1128  5.4844  17.4079
O  6.0616  7.9638  11.2587
O  6.0274  9.2099  16.9001
O  7.7042  1.3452  13.1878
O  0.9087  1.7439  13.8687
O  9.4363  6.2475  16.8748
O  6.7711  6.2187  13.1263
O  5.1384  4.6582  18.6069
O  9.2325  2.1552  18.271
O  2.3691  0.0937  19.0834
O  9.4151  10.236  16.77
O  2.7906  4.4591  11.6983
O  5.0684  10.3212  19.1076
O  9.435  3.2518  13.4532
O  0.4596  1.7666  19.9547
O  3.1672  1.3542  15.0603
O  8.1681  5.3803  19.0219
O  3.8982  6.5912  17.3817
O  4.5794  3.2751  16.3892
O  9.0679  5.6659  14.3048
O  5.4474  2.7611  22.1362
O  10.6695  4.1195  15.6745
O  0.3394  3.8674  18.2745
O  10.4302  10.5102  19.2226
O  9.646  10.0335  14.0338
O  10.9088  8.121  22.0884
O  1.2048  2.1558  16.5323
O  9.7339  3.7517  20.4135
O  8.1333  4.0318  16.6806
O  -0.0322  9.1074  11.9125
O  6.5876  2.4106  18.0062
O  5.5921  10.7166  11.1808
O  7.7531  9.5895  18.847
O  10.0567  1.0125  12.052
O  1.3765  6.8865  9.0509
O  0.6317  4.7703  13.3516
O  5.7062  7.6214  18.9784
O  5.2434  5.0884  11.5197
O  2.723  6.9712  15.1055
O  0.9379  2.7387  11.4672
O  0.8692  10.6804  15.5461
O  2.3988  8.564  10.9268
O  4.6796  2.434  11.292
O  4.2299  3.5302  13.688
O  2.1963  4.6792  16.4741
O  10.7017  8.2485  15.6939
O  6.9182  10.2973  14.6655
O  2.354  8.9561  13.4343
O  8.0329  1.5254  15.9031
O  4.1392  7.0148  12.8392
O  4.18  2.0084  18.729
O  7.2927  4.4176  21.2608
O  8.4272  2.8701  11.0723
O  1.1852  6.8655  17.3493
O  5.6667  1.6077  14.7128
O  8.144  9.7673  11.5873
O  9.2028  6.2874  21.2376
O  8.964  7.7221  12.8509
O  1.6767  0.1151  11.8757
O  6.6497  6.1511  17.0592
O  7.4091  7.8087  15.0392
O  1.2129  10.3057  21.2354
O  10.033  8.1963  18.3522
O  3.9512  0.8461  21.0848
O  0.3299  5.3103  10.9232
O  6.6258  1.6051  9.6022
O  4.7876  8.6979  14.6865

Results
free energy: -135861.438 eV
free energy less fixed offsets of O -568.88, P -755.39, Si -635.61 eV per atom: -6.328 eV

Forces (eV/angstrom), in the order of the atoms: element, x, y, z
Si  -0.0073  0.0125  0.0161
Si  0.0087  -0.0121  0.0224
Si  -0.0091  0.0121  0.0238
Si  0.009  -0.0101  0.0215
Si  0.0113  -0.0072  0.0226
Si  -0.0092  0.0095  0.0253
Si  0.0093  -0.0086  0.0222
Si  -0.0103  0.0091  0.0222
Si  0.0031  -0.0074  -0.0071
Si  -0.0038  0.004  -0.0109
Si  0.0041  -0.0032  -0.0059
Si  -0.0041  0.0044  -0.0085
Si  -0.0035  -0.0006  -0.008
Si  0.002  -0.0023  -0.0061
Si  -0.0004  0.0034  -0.007
Si  0.0086  -0.0052  -0.0097
Si  -0.0013  0.0012  0.0144
Si  0.0007  0.0031  -0.0114
Si  -0.0008  -0.0017  -0.008
Si  -0.0029  0.0048  0.0127
Si  -0.0009  -0.0002  -0.0005
Si  -0.0035  0.0032  0.013
Si  -0.0012  0.0039  0.0127
Si  0.0025  0.0007  -0.0045
Si  -0.0038  -0.0031  -0.0123
Si  0.0033  0.0005  0.026
Si  -0.0016  0.0112  0.015
Si  -0.0006  0.0027  -0.0128
Si  0.0005  0.0003  0.0087
Si  -0.002  -0.0051  -0.0094
Si  0.0036  0.0005  -0.0131
Si  -0.0214  -0.0038  0.0278
Si  -0.0062  0.0028  -0.0028
Si  0.0112  -0.0122  -0.0024
Si  -0.0002  0.0044  -0.002
Si  0.0038  -0.0047  0.001
Si  0.0052  -0.0059  -0.0015
Si  -0.0045  0.0014  -0.0024
Si  0  -0.0049  0.0005
Si  -0.0038  0.0059  -0.0044
Si  -0.0032  -0.0061  -0.0001
Si  -0.0007  -0.0006  0.0037
Si  0.0028  -0.0014  0.0023
Si  -0.0047  0.0041  -0.0035
Si  -0.0006  0.0029  0.0002
Si  0.0063  0.0024  -0.0016
Si  -0.0009  0.0057  -0.005
Si  -0.0024  0.0032  0.0064
Si  0.0064  -0.0014  0.0034
Si  -0.0024  -0.0049  0.0078
Si  -0.0021  0.0006  0.0075
Si  0.0021  -0.0011  0.0027
Si  -0.0076  0.0044  0.0051
Si  -0.0006  -0.006  0.0012
Si  0.004  -0.0036  0.0022
Si  0.0019  0.0003  0.0074
Si  -0.0013  -0.0039  0.0072
Si  -0.003  -0.0138  0.0015
Si  0.0119  -0.0043  0.0094
Si  0.0087  -0.0022  0.0056
Si  0.0026  0.0013  0.0005
Si  -0.0085  0.0073  0.0091
Si  -0.0196  0.0088  0.0024
Si  0.0226  -0.0012  0.0108
Si  -0.0032  -0.0041  0.0167
Si  0.0038  0.0056  0.0122
Si  0.0116  0.0167  -0.0291
Si  -0.0233  -0.0001  0.0104
Si  0.0081  -0.0061  0.0084
Si  -0.0071  -0.017  -0.0012
Si  0.0144  -0.0015  0.0137
Si  -0.0112  0.0101  0.0107
Si  -0.0281  -0.0177  0.0085
Si  -0.0149  0.0238  -0.0144
Si  -0.003  0.0163  -0.0052
Si  0.0018  -0.0017  0.0123
Si  -0.01  0.0124  0.0031
Si  0.0339  0.0146  0.016
Si  -0.0042  0.0004  0.0042
Si  0.0138  -0.0323  -0.0493
Si  -0.004  -0.0345  -0.0007
P  -0.0228  0.0201  0.0366
Si  0.0128  0.0287  0.0076
Si  0.0221  -0.0342  -0.0011
Si  -0.0027  -0.0006  0.0139
Si  -0.0002  0.0096  -0.001
Si  -0.0073  -0.0111  0.0268
Si  -0.0294  -0.0213  0.0037
Si  0.036  -0.006  -0.0655
Si  -0.0398  -0.0187  -0.1712
Si  -0.015  0.0337  -0.1442
Si  0.0257  -0.0239  -0.0364
Si  -0.0129  -0.0001  -0.0947
Si  0.0644  -0.0126  -0.2492
Si  -0.0149  0.0021  -0.091
Si  0.0035  0.0862  -0.2795
O  0.0132  -0.0481  0.1412
O  0.0317  -0.017  0.0308
O  0.0033  -0.0038  0.007
O  0.0043  -0.0038  0.005
O  -0.0281  0.0352  0.0579
O  0.0016  0.0001  0.0162
O  0.0031  -0.0018  0.0043
O  0.0038  -0.0047  0.0058
O  -0.018  0.0244  0.0549
O  -0.0207  -0.0394  0.0745
O  -0.0152  -0.0377  0.1027
O  0.0666  -0.052  0.0753
O  0.0191  -0.0539  0.0439
O  0.0329  -0.0165  0.0737
O  -0.078  0.0552  0.2295
O  -0.0487  0.0445  0.1069
O  -0.0225  0.0181  -0.0238
O  -0.0193  0.0229  -0.0247
O  -0.0193  0.0259  -0.027
O  0.0225  -0.027  -0.0285
O  0.024  -0.0203  -0.0285
O  -0.0243  0.0182  -0.0231
O  0.0254  -0.0215  -0.0279
O  0.0202  -0.0286  -0.031
Si  0.0003  0.0034  0.0356
Si  -0.0029  0.0031  -0.013
Si  0.0007  0.0077  -0.0075
Si  0.003  -0.0084  0.0353
Si  -0.0035  0.0138  -0.013
Si  -0.0024  -0.0034  0.0009
Si  0.0029  -0.0057  -0.0036
Si  -0.0094  0.0113  0.0177
Si  0.0093  0.0422  -0.0509
Si  -0.0018  -0.0049  -0.008
Si  -0.0086  -0.0021  0.0006
Si  -0.0006  0.0036  0.0025
Si  0.006  -0.0196  -0.0525
Si  0.0119  -0.0124  0.0155
Si  -0.0322  0.0274  -0.0629
Si  0.0038  0.007  -0.0047
Si  0.0002  0.002  -0.008
Si  -0.0039  0.0038  0.028
Si  -0.0014  0.0122  -0.0621
Si  0.0003  -0.0012  -0.006
Si  0.0018  -0.0004  -0.0115
Si  0.0041  -0.0086  -0.0087
Si  -0.0057  0.0067  -0.0137
Si  0.0112  0.0109  -0.0959
Si  -0.0053  0.0111  -0.0229
Si  0.002  0.0001  -0.0105
Si  -0.0065  0.0055  0.0229
Si  0.0086  -0.0123  -0.0104
Si  0.0053  0.0064  0.0023
Si  0.0035  -0.003  -0.0033
Si  0.0039  0.0046  -0.009
Si  -0.0064  0.0044  -0.007
Si  0.0186  -0.0125  -0.0224
Si  -0.0024  -0.0033  -0.0014
Si  0.0007  0.0075  -0.0103
Si  -0.0019  0.0022  0.0276
Si  0.0022  -0.003  0.0094
O  -0.0026  -0.0379  0.0138
O  0  0.0012  0.0059
O  -0.015  -0.0116  0.0149
O  0.0078  -0.0014  0.0192
O  0.0022  0.0027  0.0011
O  0.0122  -0.0008  -0.0008
O  0.0005  0.0038  0.0069
O  -0.007  -0.0008  0.0004
O  0.002  -0.0004  -0.0022
O  -0.0021  -0.0009  0.0034
O  -0.0015  -0.0039  -0.0105
O  0.0073  -0.0087  0.0023
O  0.0067  0.0129  0.003
O  -0.0029  0.0033  0.005
O  0.0003  -0.0017  -0.0025
O  -0.0045  0.0039  -0.018
O  0.0017  -0.0001  0.0063
O  0.0015  0.0035  0.0059
O  0.0007  0.0021  -0.0059
O  -0.0015  -0.0021  0.0004
O  0.0052  0.0006  0.0093
O  0.0046  0.0034  0.001
O  -0.0108  -0.0052  -0.001
O  0.0052  0.0047  0.0179
O  0.0011  0.0032  0.0015
O  0.0014  0.0032  0.0022
O  0.0087  -0.0111  -0.0002
O  -0.0013  0.0012  -0.0018
O  -0.0143  0.003  -0.0028
O  -0.0008  0.0012  0.0052
O  -0.005  0.0032  0.0189
O  0.0024  -0.0006  0.0082
O  0.0043  0  -0.0066
O  0.0025  0.0112  0.0153
O  -0.0116  0.0038  0.0114
O  -0.0009  -0.004  0.0102
O  -0.0011  0.0078  -0.0051
O  -0.0044  -0.0065  0.0122
O  -0.0001  -0.0036  -0.0073
O  -0.0003  -0.0018  0.0005
O  -0.0147  0.0217  0.0343
O  -0.0168  0.0357  0.0183
O  0.0002  -0.0118  0.0226
O  0.0024  0.0023  -0.0001
O  0  -0.0036  0.0008
O  -0.0027  -0.004  -0.0041
O  0.0106  -0.0071  0.0133
O  0.0006  0.0041  0.0058
O  -0.0097  0.0074  0.0023
O  0.0049  0.0101  -0.0028
O  0.0202  0.0099  -0.0187
O  0.0166  -0.0061  0.0476
O  -0.0017  0.0015  0.0055
O  0.0021  -0.0004  -0.0036
O  0.0387  -0.0092  0.0157
O  -0.0102  -0.0198  -0.0181
O  -0.0006  -0.0061  -0.0025
O  -0.0092  0.0063  -0.0029
O  -0.0032  0.0003  0.0003
O  -0.0045  0.0073  0.0031
O  -0.0013  0.0236  -0.0304
O  0.0006  -0.0025  0.0045
O  -0.0074  -0.0157  -0.0357
O  0.0124  -0.025  0.0851
O  -0.0027  0.0031  0.0106
O  0.0082  0.0034  0.0012

The program warned: the cutoff lies below the one the program advises for these potential files; the exchange-correlation potential is rough where the density is thin.
